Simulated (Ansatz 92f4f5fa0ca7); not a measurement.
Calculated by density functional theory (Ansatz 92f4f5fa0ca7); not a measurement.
Periodic cell of 220 atoms, Si132O88, from a study of silicon, its oxide and their interface. The atomic structure is a simulated model.
This geometry differs little from another in the collection (a relaxation step or a small displacement).

Settings
functional: r2SCAN
potential files: Ansatz PAW
basis: plane waves
wave-function cutoff: 800 eV
density cutoff ratio: 5
exchange-correlation grid ratio: 1
k mesh: 1 x 1 x 1, shifted by 0.5 0.5 0 of a step
self-consistency stop: 1e-10 eV per atom in the density residual
occupations: fixed
spin: none
net charge: 0

Cell vectors (angstrom)
a, 10.887, 0, 0
b, 0, 10.887, 0
c, 0, 0, 31.8042

Atoms and the computed forces on them: element, x, y, z (angstrom), force x, y, z (eV/angstrom)
Si, -0.3789, 0.153, 0.0012, -0.0087, -0.0023, -0.0502
Si, 3.1763, 2.3256, -0.0159, 0.0019, 0.0076, -0.0483
Si, -0.3159, 5.5578, 0.0076, 0.0089, -0.0093, -0.0416
Si, 2.9465, 7.9229, 0.3254, 0.0004, 0.0069, -0.0517
Si, 5.1302, -0.1289, 0.2167, 0.0007, -0.0095, -0.0402
Si, 8.2191, 2.433, 0.0902, 0.001, -0.0026, -0.0452
Si, 5.0525, 5.5703, 0.0823, -0.0072, -0.0051, -0.0399
Si, 8.4713, 7.8794, 0.0416, -0.0005, 0.0104, -0.041
Si, 1.3642, 1.3015, 1.1576, -0.0006, 0.0018, 0.0063
Si, 4.077, 3.9492, 1.4583, 0.0009, -0.0024, -0.0005
Si, 1.2739, 6.6886, 1.3698, -0.0015, -0.0026, 0.0008
Si, 4.0211, 9.417, 1.7068, 0.0011, 0.0028, 0.0013
Si, 6.7306, 1.1817, 1.3875, -0.0018, 0.0022, -0.0036
Si, 9.4025, 4.0451, 1.3505, 0.0018, 0.001, 0.0024
Si, 6.7981, 6.714, 1.2451, -0.0011, 0.0014, 0.0044
Si, 9.5581, 9.4228, 1.4254, -0.0014, 0.0012, 0.003
Si, 0.0089, 2.6784, 2.6092, 0.001, 0.0006, -0.0043
Si, 2.6107, 0.0164, 2.7778, 0.0005, 0.0021, -0.001
Si, 0.0322, 8.1094, 2.7835, 0.0005, -0.0005, -0.0027
Si, 2.6598, 5.3335, 2.7415, -0.001, -0.0006, 0.0002
Si, 5.4725, 2.63, 2.7795, -0.0011, 0.0028, -0.0047
Si, 8.1514, -0.1058, 2.7516, -0.0006, -0.0017, 0.0031
Si, 5.5246, 8.0452, 2.7964, 0.0003, 0.0003, -0.0042
Si, 8.0954, 5.4038, 2.7269, 0, 0.0017, 0
Si, 1.3048, 4.0123, 4.0925, 0.0004, -0.0005, -0.0001
Si, 4.0388, 1.3431, 4.1085, -0.0009, 0, -0.0027
Si, 1.3362, 9.5021, 4.1467, 0.0003, 0.0008, 0.0008
Si, 4.0738, 6.7114, 4.0791, 0.0005, 0.0003, 0.001
Si, 6.8022, 4.0285, 4.116, 0.0008, 0.0012, -0.0026
Si, 9.5436, 1.3187, 4.024, -0.0002, 0.0019, -0.0019
Si, 6.8187, 9.459, 4.1492, 0.0003, -0.0001, 0.0023
Si, 9.4848, 6.7719, 4.0798, 0.0014, -0.0003, 0.0021
Si, -0.0277, -0.0139, 5.4631, 0.0004, 0.0003, -0.0003
Si, 2.7033, 2.7088, 5.4716, -0.0009, 0.0019, -0.0004
Si, -0.03, 5.4195, 5.4325, -0.0004, -0.0007, -0.0023
Si, 2.7478, 8.1399, 5.4414, 0.0006, 0.0011, -0.002
Si, 5.4261, -0.024, 5.44, -0.0005, -0.0011, -0.0022
Si, 8.2025, 2.6889, 5.4297, 0.0011, 0.0014, -0.0019
Si, 5.4301, 5.3854, 5.4598, 0.0001, 0.0021, -0.0007
Si, 8.181, 8.1316, 5.4966, -0.0011, -0.0012, 0.0005
Si, 1.3516, 1.3432, 6.8143, 0.0004, -0.0008, 0.0015
Si, 4.0691, 4.0736, 6.8298, 0.0014, 0.0007, -0.001
Si, 1.3391, 6.8043, 6.7836, 0.0003, 0.0007, -0.0005
Si, 4.0804, 9.5272, 6.8092, 0.0003, 0.0012, 0.0006
Si, 6.8074, 1.3498, 6.7853, 0.0006, 0.0016, -0.0014
Si, 9.527, 4.069, 6.8101, -0.001, 0.0007, -0.0001
Si, 6.7877, 6.7725, 6.8066, 0.0009, -0.0021, -0.001
Si, 9.5183, 9.5278, 6.8383, 0.0006, 0.0006, -0.001
Si, 0.0185, 2.7306, 8.1609, 0.0015, 0.0033, 0
Si, 2.7259, 0.0098, 8.1793, 0.0016, 0.0013, 0.0011
Si, 0.0201, 8.1965, 8.1804, 0.0012, -0.0001, 0.0005
Si, 2.7092, 5.4681, 8.1478, -0.0008, 0.0017, 0.0006
Si, 5.4642, 2.7269, 8.1603, 0.0017, 0.002, 0.0006
Si, 8.1673, 0.0197, 8.1758, -0.0003, 0.0008, 0.0005
Si, 5.4531, 8.1814, 8.1372, 0.001, 0.0021, 0.0001
Si, 8.1811, 5.4528, 8.1626, 0.001, 0.0023, 0.0014
Si, 1.3741, 4.0998, 9.5126, 0.0015, 0.0007, -0.0006
Si, 4.0834, 1.3993, 9.5243, 0.0013, 0.0014, -0.0016
Si, 1.3656, 9.5684, 9.5671, 0.0017, -0.0015, 0.0014
Si, 4.0349, 6.8916, 9.4729, -0.0002, 0.0009, 0.0003
Si, 6.8345, 4.0982, 9.5149, -0.0004, -0.0005, -0.0007
Si, 9.5547, 1.3849, 9.5243, 0.0002, -0.0006, 0.0008
Si, 6.8115, 9.5292, 9.5063, 0.0015, -0.0007, 0.0008
Si, 9.529, 6.846, 9.5245, 0.0022, 0.0004, -0.001
Si, 0.029, 0.0727, 10.937, 0.0005, 0.0014, -0.0004
Si, 2.7282, 2.7714, 10.911, 0.0001, -0.0015, 0.0025
Si, 0.0421, 5.4988, 10.842, -0.0007, -0.0012, -0.0003
Si, 2.7221, 8.2242, 10.9375, 0.0024, 0.0005, -0.0026
Si, 5.4454, 0.0092, 10.8276, 0.0009, -0.0011, 0.0025
Si, 8.2397, 2.7643, 10.8858, 0.0005, -0.0007, 0.0018
Si, 5.4295, 5.5402, 10.7332, 0.0001, 0.0023, 0.0029
Si, 8.1889, 8.2277, 10.9078, 0.0006, 0.0013, 0.0023
Si, 1.3772, 1.444, 12.3509, 0.0014, 0.001, -0.0024
Si, 4.1018, 4.2597, 12.1208, 0.0015, 0.0033, 0.0018
Si, 1.3494, 6.8364, 12.2727, 0.0026, -0.0001, -0.0028
Si, 4.0773, 9.6423, 12.2671, 0.001, -0.0003, -0.0023
Si, 6.8522, 1.3405, 12.1273, 0.003, -0.0013, 0.002
Si, 9.6278, 4.1686, 12.2303, 0.002, 0.0004, 0.0042
Si, 6.7269, 6.8593, 12.1451, 0.0011, 0.0013, 0.0032
Si, 9.564, 9.5984, 12.2986, -0.0001, 0.0016, 0.0016
Si, 0.1179, 2.9256, 13.7392, 0.0005, 0.0002, 0.0004
Si, 2.7652, 0.0965, 13.743, -0.0033, -0.0009, -0.0004
Si, 0.0307, 8.2072, 13.6772, 0.0007, 0.0018, -0.0033
Si, 2.805, 5.5665, 13.6274, 0.002, 0.0016, 0.0014
Si, 5.519, 2.8444, 13.2658, 0.0024, 0.0003, -0.0014
Si, 8.2008, 0.1151, 13.6383, 0.0012, 0.0016, 0.0024
Si, 5.4523, 8.2665, 13.5664, 0.0019, -0.0007, 0.0003
Si, 8.1387, 5.5241, 13.4248, -0.0006, -0.0003, -0.0072
Si, 1.8293, 4.03, 15.106, 0.0028, 0.0028, 0.051
Si, 4.0748, 1.8284, 14.7267, 0.0082, 0.0007, 0.0388
Si, 1.5944, 9.3451, 15.0504, -0.012, 0.0053, 0.0466
Si, 3.8972, 7.187, 14.9557, 0.0074, -0.0012, 0.0454
Si, 7.0755, 3.8569, 14.6786, -0.0012, 0.0049, 0.043
Si, 9.3722, 1.7423, 14.9118, 0.0094, -0.0054, 0.0378
Si, 7.0043, 9.4075, 14.8975, 0.0012, -0.0025, 0.0454
Si, 9.1594, 7.0978, 14.7997, 0.0033, -0.006, 0.0461
Si, 28.3348, -10.2632, 19.7602, 0.0008, -0.0053, 0.0591
Si, -3.0691, -1.3551, 27.2235, 0.0034, -0.0013, -0.0568
Si, 4.1996, 15.3741, 26.6107, 0.0002, 0.0093, -0.0527
Si, 20.6269, 16.1055, 24.1302, 0.0049, -0.0015, -0.0051
Si, 12.9257, 0.2136, 27.5575, 0.0021, 0.0009, -0.0522
Si, 9.6885, 3.67, 19.0925, -0.0036, -0.0087, 0.0481
Si, -2.1503, 16.0824, 21.2565, -0.009, 0.0024, 0.0265
Si, 14.0915, 22.6782, 23.2499, -0.0007, -0.0032, 0.0007
Si, -13.9775, 12.6727, 29.1403, 0.0056, -0.0068, -0.081
Si, 0.5954, 7.4457, 23.6859, 0.0003, -0.0034, 0.0013
Si, 6.0845, 3.4711, 21.2407, 0.0054, 0.0033, 0.025
Si, 13.5123, -1.9747, 29.2254, -0.0033, 0.0017, -0.0676
Si, 3.8779, 15.1298, 29.5157, -0.0106, 0.0089, -0.0828
Si, 0.2615, 22.0915, 17.1755, 0.0057, 0.0083, 0.0874
Si, 11.2027, 0.7317, 22.3457, 0.0089, -0.0037, 0.015
Si, 3.8154, -0.3595, 20.6669, 0.0033, -0.0112, 0.0352
Si, -9.8457, 15.6922, 29.1142, 0.0071, 0.002, -0.0847
Si, 9.3759, 7.6033, 25.5556, -0.0012, -0.0144, -0.03
Si, -7.2447, 18.2706, 26.9783, 0, -0.0029, -0.0484
Si, 5.5003, 22.0963, 16.9423, -0.0043, 0.008, 0.085
Si, 9.4892, 22.5772, 19.6641, -0.0105, 0.005, 0.0536
Si, 16.6183, -16.1839, 16.9382, 0.0075, -0.0026, 0.0773
Si, 21.2506, 18.0791, 19.4602, 0.0037, 0.0065, 0.054
Si, -5.5106, 2.8352, 24.3034, -0.0069, -0.003, -0.0111
Si, -9.6052, 30.6212, 21.234, 0.0036, -0.0005, 0.0313
Si, -0.759, 0.1099, 28.7971, -0.0039, 0.005, -0.0761
Si, -10.1242, 7.2932, 27.632, -0.0024, 0.0056, -0.054
Si, -6.8274, 14.8526, 19.0334, -0.0018, -0.0086, 0.0608
Si, -3.4277, 1.492, 26.2524, 0.0051, -0.0003, -0.0452
Si, 12.5899, 35.5945, 26.8315, -0.0005, -0.0069, -0.0512
Si, 13.9115, -20.6864, 18.2259, 0.0061, 0.0024, 0.0714
Si, 12.1606, 15.736, 18.1686, -0.0119, 0.0036, 0.0833
Si, -2.271, -15.534, 17.5365, 0.0087, -0.0049, 0.0859
Si, -4.0585, 20.5748, 29.8313, 0.0025, 0.0129, -0.0843
Si, 13.6192, -1.5982, 25.1453, -0.0007, 0.002, -0.0312
Si, 10.1884, 13.0815, 24.8839, -0.0025, 0.0058, -0.0214
O, -0.2466, -0.392, -1.5435, 0.0055, -0.0015, 0.0662
O, -1.1774, -6.8517, -11.128, 0.0043, -0.0067, -0.023
O, 11.2347, -6.201, -1.2266, -0.0185, 0.0109, 0.0585
O, -8.9018, 10.053, -5.4632, 0.0013, 0.0079, 0.0245
O, -1.3497, 6.7411, -0.5239, -0.0022, 0.0015, 0.0193
O, -2.9628, 8.7733, -1.2118, 0.0154, -0.0228, 0.0478
O, 16.781, 3.3472, -8.9505, 0.0037, -0.0012, -0.006
O, -8.2343, 12.5393, -4.6343, -0.0006, -0.0042, 0.0191
O, 13.5398, 4.752, -12.8049, -0.0044, -0.0007, -0.0228
O, 15.9947, 4.0193, -6.4367, -0.005, 0.0042, 0.0163
O, 14.8633, 30.2498, -5.9932, -0.0038, -0.0046, 0.0202
O, -11.9849, 25.4121, -7.4954, 0.0007, -0.0053, 0.0062
O, 4.0243, 6.8087, -0.1652, -0.0015, -0.0003, 0.0245
O, 7.6441, 13.7182, -1.4235, 0.003, 0.0098, 0.0558
O, -2.0466, 4.8075, 18.2954, -0.0066, 0.0164, -0.0315
O, 8.0773, 0.0515, 20.0123, 0.0012, 0.004, -0.0198
O, 2.7449, -2.6409, 15.4915, 0.0023, -0.0007, -0.019
O, 1.7675, 12.3033, 22.6703, -0.0022, -0.0001, -0.003
O, -4.6356, 20.8326, 16.2632, 0.0173, -0.0146, -0.0458
O, 4.1094, 0.5064, 21.9877, 0.0009, -0.0015, -0.012
O, 9.2531, -3.3715, 18.3217, -0.0139, -0.0077, -0.0368
O, 20.9301, 19.0033, 24.1412, -0.0018, 0.0016, 0.0088
O, 18.0958, 4.6405, 20.9551, 0.0005, -0.0044, -0.0109
O, 2.8709, -1.6922, 20.9405, -0.001, 0.0052, -0.0109
O, 2.9882, 13.7715, 15.3914, 0.0004, -0.0021, -0.0221
O, 11.8576, 14.3572, 28.1896, -0.0033, 0.0131, 0.037
O, 11.1982, 3.5977, 18.5332, 0.0124, 0.0041, -0.0227
O, 33.3294, -8.4707, 25.7082, 0.0076, 0.004, 0.0192
O, 3.7877, 2.5097, 18.3602, -0.0026, -0.0089, -0.0215
O, 1.1575, 8.4288, 28.7081, 0.0078, 0.0083, 0.0292
O, -6.7387, 11.9374, 31.4767, 0.0032, -0.0013, 0.028
O, 8.1364, -2.5977, 15.3165, -0.001, 0.0078, -0.0302
O, 1.5114, 15.657, 16.5532, 0.0112, -0.0136, -0.067
O, 15.4091, -15.7087, 26.7728, -0.0046, -0.0001, 0.0159
O, -10.0915, 9.8781, 16.3933, 0.0157, -0.0154, -0.0475
O, -0.5089, 1.134, 20.9987, -0.0064, -0.0008, -0.024
O, 10.3863, -0.0122, 18.5752, 0.0173, -0.004, -0.0467
O, 2.839, 10.4641, 28.806, 0.0039, -0.0113, 0.0297
O, -8.2333, 15.0002, 26.2562, 0.0001, -0.0014, 0.0199
O, 18.978, 8.4063, 26.0936, -0.0051, 0.0086, 0.0204
O, 30.9487, 20.8013, 28.0454, 0.0058, 0.0054, 0.033
O, 17.0836, -6.4202, 15.8943, 0.0182, -0.0193, -0.0479
O, 20.2514, 12.4164, 28.8824, -0.0056, -0.0018, 0.0269
O, 5.3564, 21.3091, 20.0996, 0.006, 0.0019, -0.0204
O, 35.7922, 21.3087, 24.093, -0.0026, -0.0043, 0.0105
O, 8.1901, 13.7067, 15.3255, -0.0006, 0.0014, -0.0249
O, -15.3828, 0.8935, 18.1644, -0.0138, -0.004, -0.0553
O, -12.3477, -4.715, 16.1325, 0.0055, 0.0118, -0.0609
O, 9.011, 12.5924, 25.8599, -0.0124, -0.004, 0.016
O, 17.6041, -1.8262, 28.3339, -0.0094, 0.0018, 0.046
O, 1.071, 29.2998, 22.1448, -0.0008, 0.0035, -0.0094
O, 0.2216, 16.8562, 28.3608, 0.0015, -0.0142, 0.0281
O, 0.6281, 20.9297, 22.1197, 0, 0.0002, -0.0086
O, 1.5958, 12.0895, 17.488, -0.0138, -0.0046, -0.0283
O, -6.9098, -8.8524, 24.0956, 0.0043, -0.0001, 0.0016
O, 15.5529, 14.7499, 20.537, -0.0087, 0.0025, -0.025
O, 28.7983, 17.3471, 17.3762, -0.0122, -0.0019, -0.0286
O, 8.8203, 16.3347, 22.832, -0.0014, -0.0036, -0.0133
O, 9.0524, 13.0898, 18.9586, 0.0018, 0.0028, -0.0182
O, -0.3746, 18.7106, 26.6638, 0.0127, -0.0003, 0.0243
O, 3.7692, -2.854, 28.4666, -0.007, 0.0098, 0.0375
O, 22.1316, 16.742, 23.9809, -0.0046, 0.0001, 0.0016
O, 6.5201, 23.7212, 25.0254, 0.005, -0.0021, 0.0172
O, 3.1393, 3.02, 30.3005, -0.0025, -0.0184, 0.0503
O, -1.4653, 12.2445, 31.6609, 0.0007, 0.0048, 0.0268
O, -10.3539, 6.1734, 18.7402, 0.0083, -0.0109, -0.026
O, 10.0963, 1.1222, 16.2459, -0.0206, 0.0149, -0.0536
O, -1.491, 17.442, 20.6229, 0.0076, 0.0037, -0.0237
O, -6.2848, 6.5516, 16.293, -0.0175, 0.0182, -0.0459
O, 2.8271, 0.5038, 19.714, -0.0055, 0.0089, -0.0367
O, 7.2139, -0.0861, 26.4461, 0.001, -0.0046, 0.0217
O, -6.9027, 10.8947, 17.4614, 0.0116, -0.0053, -0.0334
O, -6.3956, 3.8177, 28.0738, -0.0043, -0.006, 0.0514
O, 5.0926, 4.8805, 30.3846, 0.0151, 0.0097, 0.0473
O, -12.7438, 27.7976, 25.3565, -0.0004, 0.0076, 0.0088
O, 6.4691, 12.8984, 20.6114, -0.0008, -0.0093, -0.0179
O, 2.5756, 8.8005, 30.8133, 0.0016, -0.0118, 0.0777
O, -14.5664, 22.1427, 29.6708, -0.008, -0.0098, 0.0319
O, 0.3565, -2.4105, 19.9392, -0.0078, -0.0096, -0.0208
O, -5.6414, 1.4542, 15.8212, -0.012, 0.0139, -0.0483
O, -16.2701, -12.0202, 30.7575, -0.0102, 0.0104, 0.0403
O, 0.5023, 22.2266, 27.8983, -0.0168, -0.0037, 0.028
O, -5.749, 4.8127, 18.2041, 0.0178, 0.0177, -0.0419
O, 2.094, 28.7071, 26.7994, -0.005, -0.0013, 0.0227
O, 10.3354, 12.0022, 23.6685, 0.0003, 0.0025, 0.002
O, -8.276, 5.2603, 29.2686, 0.0043, -0.0068, 0.0293
O, 12.654, 8.2058, 24.4682, 0.0006, 0.0029, 0.0067
O, -3.7313, 13.1006, 27.7005, 0.0033, 0.0012, 0.0441

Results
free energy: -134622.124 eV
free energy less fixed offsets of O -570.45, Si -639.56 eV per atom: -0.604 eV

The program warned: the cutoff lies below the one the program advises for these potential files; the forces do not sum to zero within the program's tolerance; empty levels may hold ghost states of the PAW files; the exchange-correlation potential is rough where the density is thin.
